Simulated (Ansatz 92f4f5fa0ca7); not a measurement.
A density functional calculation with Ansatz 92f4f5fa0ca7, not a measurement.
Periodic cell of 221 atoms, Si132O88H1, from a study of silicon, its oxide and their interface. The atomic structure is a simulated model.
Doubt: the cutoff is far below the 930 eV that the study's wrapper takes by default for these files, so forces and energies are approximate.
This geometry differs little from another in the collection (a relaxation step or a small displacement).

Settings: functional PBE; potential files Ansatz PAW; basis plane waves; wave-function cutoff 580 eV; density cutoff ratio 5; exchange-correlation grid ratio 1; k mesh 1 x 1 x 1, Gamma-centred; self-consistency stop 5e-08 eV per atom in the density residual; occupations fixed; spin none; net charge +1 e, with a uniform compensating background and no finite-size correction.

Cell vectors (angstrom)
a, 10.938, 0, 0
b, 0, 10.938, 0
c, 0, 0, 32.5574

Atoms and the computed forces on them: element, x, y, z (angstrom), force x, y, z (eV/angstrom)
Si, -0.2682, 0.2908, 25.1628, -0.0172, 0.0324, -0.0433
Si, 5.659, -0.2891, 25.1525, 0.0212, -0.0388, -0.0459
Si, 2.3597, 2.9945, 25.0835, -0.0367, 0.0253, -0.0444
Si, 8.4569, 2.5137, 25.1313, 0.0304, -0.0161, -0.0384
Si, 0.1246, 5.2362, 24.9535, 0.0207, -0.0364, -0.0402
Si, 5.2138, 5.7858, 25.0946, -0.0174, 0.0341, -0.0478
Si, 2.9721, 8.0028, 25.0487, 0.038, -0.0225, -0.0434
Si, 7.89, 8.4329, 25.0915, -0.0396, 0.0231, -0.046
Si, 1.2998, 1.4286, 26.478, -0.0092, 0.0076, 0.0176
Si, 6.8163, 1.3635, 26.3856, 0.0064, -0.0033, 0.0211
Si, 4.0417, 4.1322, 26.3297, -0.007, 0.0069, 0.0158
Si, 9.5732, 4.1175, 26.42, 0.0095, -0.0079, 0.023
Si, 1.3206, 6.8329, 26.2891, 0.0047, -0.0067, 0.0187
Si, 6.7804, 6.877, 26.4573, -0.0087, 0.0107, 0.0203
Si, 4.0775, 9.5369, 26.4625, 0.0074, -0.0079, 0.0226
Si, 9.5182, 9.5793, 26.3843, -0.0103, 0.0068, 0.0193
Si, 2.7123, 0.023, 27.7687, 0.0018, -0.0041, -0.0027
Si, 8.1821, 0.0119, 27.7864, 0.0013, -0.0018, -0.0088
Si, -0.0327, 2.7781, 27.8374, -0.001, 0.0039, -0.0064
Si, 5.4355, 2.7602, 27.7246, 0.0028, -0.0027, -0.0022
Si, 2.6972, 5.4943, 27.7427, 0.0022, -0.0018, -0.0015
Si, 8.1853, 5.4867, 27.7618, 0.0033, -0.0008, -0.0055
Si, -0.0117, 8.2068, 27.7214, 0.0006, 0.0002, -0.0038
Si, 5.4467, 8.218, 27.8416, 0.0005, -0.0024, -0.0075
Si, 4.1018, 1.3673, 29.1392, 0.0167, 0.1171, -0.1664
Si, 9.5708, 1.3673, 29.1392, -0.181, -0.0048, 0.262
Si, 1.3673, 4.1018, 29.1392, 0.1022, 0.2725, 0.2377
Si, 6.8362, 4.1018, 29.1392, -0.1268, -0.0155, -0.2319
Si, 4.1018, 6.8362, 29.1392, -0.2918, -0.1645, 0.1853
Si, 9.5708, 6.8362, 29.1392, 0.0455, 0.0635, -0.2039
Si, 1.3673, 9.5708, 29.1392, -0.1184, -0.0552, -0.2207
Si, 6.8362, 9.5708, 29.1392, 0.0174, 0.1516, 0.3495
Si, 0, 0, 30.5064, -0.0321, -0.0216, -0.0187
Si, 5.469, 0, 30.5064, 0.0812, -0.0173, 0.0038
Si, 2.7345, 2.7345, 30.5064, 0.0214, 0.0411, -0.0193
Si, 8.2035, 2.7345, 30.5064, -0.017, -0.1171, 0.0038
Si, 0, 5.469, 30.5064, 0.0752, 0.0005, -0.0062
Si, 5.469, 5.469, 30.5064, -0.0681, -0.0457, -0.0131
Si, 2.7345, 8.2035, 30.5064, 0.0204, -0.0698, -0.0018
Si, 8.2035, 8.2035, 30.5064, 0.018, 0.0345, -0.0203
Si, 1.3673, 1.3673, 31.8737, -0.0003, 0.0018, -0.0199
Si, 6.8362, 1.3673, 31.8737, -0.0282, 0.0662, -0.0047
Si, 4.1018, 4.1018, 31.8737, 0.0194, -0.0242, 0.0011
Si, 9.5708, 4.1018, 31.8737, 0.0128, 0.0639, -0.0371
Si, 1.3673, 6.8362, 31.8737, -0.0873, 0.008, -0.0202
Si, 6.8362, 6.8362, 31.8737, 0.0123, 0.0238, -0.0251
Si, 4.1018, 9.5708, 31.8737, -0.0448, 0.023, -0.0281
Si, 9.5708, 9.5708, 31.8737, -0.0102, -0.0105, -0.0067
Si, 2.7345, 0, 0.6835, 0.0447, -0.0431, 0.0266
Si, 8.2035, 0, 0.6835, -0.0015, -0.0087, 0.0097
Si, 0, 2.7345, 0.6835, -0.0237, -0.0265, 0.0126
Si, 5.469, 2.7345, 0.6835, 0.0189, -0.0343, 0.0297
Si, 2.7345, 5.469, 0.6835, 0.0022, 0.045, 0.0023
Si, 8.2035, 5.469, 0.6835, 0.0052, -0.0447, 0.0233
Si, 0, 8.2035, 0.6835, 0.065, -0.015, 0.021
Si, 5.469, 8.2035, 0.6835, -0.0032, -0.006, 0.0174
Si, 4.1018, 1.3673, 2.0507, -0.0567, 0.0684, 0.0006
Si, 9.5708, 1.3673, 2.0507, 0.0599, 0.037, 0.006
Si, 1.3673, 4.1018, 2.0507, -0.0228, 0.0303, 0.019
Si, 6.8362, 4.1018, 2.0507, -0.0059, 0.0584, 0.018
Si, 4.1018, 6.8362, 2.0507, -0.025, -0.0516, -0.0148
Si, 9.5708, 6.8362, 2.0507, -0.0225, 0.0213, 0.0249
Si, 1.3673, 9.5708, 2.0507, -0.0875, 0.0137, 0.0086
Si, 6.8362, 9.5708, 2.0507, 0.0775, 0.0111, -0.0073
Si, 0, 0, 3.418, 0.2077, 0.0928, -0.3398
Si, 5.469, 0, 3.418, 0.1193, 0.0679, 0.4403
Si, 2.7345, 2.7345, 3.418, 0.292, -0.2644, 0.0356
Si, 8.2035, 2.7345, 3.418, -0.092, -0.1732, 0.0858
Si, 0, 5.469, 3.418, 0.0043, -0.1736, -0.0863
Si, 5.469, 5.469, 3.418, -0.1871, -0.1097, -0.295
Si, 2.7345, 8.2035, 3.418, 0.2465, 0.0796, 0.0435
Si, 8.2035, 8.2035, 3.418, -0.1318, 0.1621, -0.1972
Si, 1.4299, 1.2995, 4.7824, -0.0063, 0.0136, 0.0047
Si, 6.8589, 1.3723, 4.8593, 0.0017, 0.0069, 0.0091
Si, 4.177, 4.0381, 4.7914, -0.0215, -0.0068, 0.0013
Si, 9.5796, 4.0728, 4.7737, -0.0263, 0.013, 0.0001
Si, 1.409, 6.797, 4.7497, -0.0116, 0.0039, -0.0037
Si, 6.7787, 6.8698, 4.7356, 0.0081, 0.0281, 0.0184
Si, 4.123, 9.5625, 4.8307, -0.009, 0.0143, 0.0205
Si, 9.5627, 9.6129, 4.7399, -0.0087, -0.0067, 0.0248
Si, 2.8187, -0.0169, 6.2704, 0.0073, -0.0145, -0.0226
Si, 8.2663, 0.0233, 6.2302, 0.0065, -0.0134, -0.008
Si, 0.0334, 2.6705, 6.0915, 0.0251, -0.0187, -0.0065
Si, 5.5692, 2.7617, 6.3218, 0.007, -0.0076, -0.0162
Si, 2.7709, 5.4025, 6.0905, 0.0233, 0.0052, 0.0021
Si, 8.1557, 5.4909, 6.0131, 0.0151, -0.0188, -0.041
Si, 0.0505, 8.2377, 5.9923, 0.0017, 0.0079, -0.027
Si, 5.4678, 8.1963, 6.2296, 0.0017, -0.0145, 0.0076
Si, 3.9269, 1.6404, 7.6194, -0.0163, 0.0144, 0.0617
Si, 9.9889, 1.0862, 7.525, 0.0025, -0.0093, 0.0564
Si, 1.6103, 3.8, 7.3705, 0.0176, -0.0346, 0.0307
Si, 6.7195, 4.4872, 7.5791, -0.0319, 0.0028, 0.0667
Si, 4.2992, 6.523, 7.4617, 0.0105, -0.0017, -0.1208
Si, 9.357, 7.0918, 7.1591, -0.0247, 0.0213, 0.0785
Si, 1.1935, 9.6576, 7.4543, -0.0062, 0.0422, 0.0312
Si, 7.1629, 9.2996, 7.4802, 0.0096, 0.0081, 0.0027
O, 1.2677, 4.1114, 24.4983, 0.0047, -0.0051, 0.0208
O, 6.7852, 9.5669, 24.5901, 0.0071, 0.0031, 0.0249
O, 2.7341, 2.7322, 7.9253, 0.005, 0.004, -0.0206
O, 8.3045, 8.1626, 7.8653, 0.0289, -0.0238, -0.0206
O, 5.4865, 5.509, 8.0184, 0.0422, -0.0342, -0.0073
O, 0.094, -0.1394, 7.9149, -0.0095, -0.0089, -0.0106
O, 4.0977, 6.8883, 24.546, -0.0017, -0.0042, 0.0239
O, 9.557, 1.3895, 24.5988, 0.0016, -0.0072, 0.0258
O, 1.6359, 8.8641, 8.8478, -0.0178, 0.0118, -0.0259
O, 0.8856, 4.2734, 8.7693, 0.0139, -0.0028, -0.0226
O, 9.7406, 1.7494, 9.0459, 0.0025, -0.0513, 0.011
O, 6.6586, 9.8869, 8.9534, 0.0206, -0.0071, 0.0316
O, 4.4589, 1.255, 9.1478, -0.001, -0.0148, 0.0033
O, 3.4471, 6.9433, 8.8071, 0.0812, -0.0295, 0.0375
O, 7.5503, 4.1921, 9.0083, -0.0069, 0.0052, -0.0293
O, 10.0515, 6.264, 8.376, -0.0223, 0.0243, -0.0444
O, 2.8999, 2.1526, 23.7663, -0.003, 0.0075, 0.0251
O, 4.8364, 0.2554, 23.8303, 0.004, 0, 0.0214
O, 7.9116, 3.3046, 23.7859, 0.0037, -0.0051, 0.0193
O, 10.2935, 5.774, 23.5627, 0.0061, -0.005, 0.0217
O, 8.4198, 7.6869, 23.715, 0.003, 0.004, 0.0263
O, 2.4235, 8.7534, 23.6721, 0.0007, -0.0041, 0.0196
O, 6.036, 5.2597, 23.7559, -0.003, -0.0028, 0.0268
O, 0.5215, 10.6394, 23.8471, -0.0064, -0.0016, 0.0209
Si, 3.2058, 9.264, 11.9023, 0.059, 0.0249, 0.003
Si, 8.2166, 4.7894, 10.3723, 0.0073, -0.0152, 0.0026
Si, 7.0619, 4.7395, 17.5016, 0.0049, -0.0139, 0.0285
Si, 4.2864, 1.6033, 23.1224, -0.0016, -0.0059, -0.0012
Si, 12.359, 3.2907, 19.2414, 0.0016, -0.0139, 0.0073
Si, 8.0083, -2.9656, 14.5126, 0.0329, -0.0197, 0.0122
Si, 1.0776, 9.3736, 23.0026, 0.0042, 0.0084, 0.0066
Si, 4.0331, 12.9057, 20.1136, 0.0127, 0.0082, 0.0029
Si, -2.3567, 2.9603, 12.6496, 0.004, -0.0025, -0.0027
Si, -3.9293, 14.1933, 20.1611, -0.0088, 0.0002, -0.0024
Si, 1.0886, -4.6126, 18.5412, -0.0074, 0.0189, 0.0061
Si, 0.8695, 11.1837, 12.4524, -0.0268, 0.0575, -0.0077
Si, 10.3181, 9.7815, 14.8617, 0.0285, 0.0206, -0.0119
Si, -6.0255, 3.1198, 16.0634, 0.0037, -0.0021, 0.0136
Si, 7.175, 10.2628, 10.4505, 0.1589, 0.0278, 0.0717
Si, 0.6516, 17.6597, 15.5101, 0.0043, 0.0033, 0.014
Si, -1.3941, 4.187, 15.4368, -0.0008, -0.0112, -0.0033
Si, 0.006, 5.4499, 9.4281, -0.0048, -0.0063, 0.0029
Si, 5.0018, 7.4313, 13.4792, -0.024, -0.0728, -0.0027
Si, 6.5552, 3.8714, 23.0957, -0.0014, 0.0148, -0.0067
Si, 7.4522, 7.662, 17.3844, 0.0052, -0.0374, 0.0663
Si, 9.8072, 1.0582, 10.5247, -0.0295, -0.0824, -0.024
Si, 2.1685, 11.5957, 18.2011, -0.0099, -0.0136, 0.0165
Si, 9.7645, 1.8657, 19.765, -0.0022, 0, 0.0069
Si, 4.6275, 0.8016, 10.6906, 0.0077, -0.0302, -0.0074
Si, 3.012, 2.2137, 13.0189, 0.0117, 0.0006, 0.003
Si, 2.2083, 7.5599, 9.6422, -0.1004, 0.0151, -0.0475
Si, 5.8879, 9.64, 15.6243, -0.0151, 0.0206, 0.0438
Si, 3.16, 5.0266, 14.4372, -0.008, -0.0197, -0.0024
Si, 9.6911, 7.1374, 22.865, -0.0109, 0.0038, 0.0012
Si, 11.2755, 10.2174, 20.2525, 0.0067, 0.001, -0.0112
Si, 7.2944, -3.6078, 11.7457, -0.0322, 0.0429, -0.0506
Si, -1.3898, 7.5562, 19.8016, -0.0091, 0.006, 0.0082
Si, 3.6046, 0.5421, 15.7581, -0.0232, 0.0138, 0.0076
Si, 9.6157, 12.3596, 16.5693, 0.012, 0.0014, 0.0149
Si, 7.057, 1.5103, 14.7739, 0.0118, 0.0274, -0.008
O, 4.3225, 9.9754, 15.7676, 0.0361, -0.0287, -0.0133
O, 10.2366, -0.0585, 16.104, -0.0035, -0.0111, -0.0061
O, 8.6839, -0.1132, 10.5473, -0.1517, -0.0187, -0.0073
O, 0.1547, 8.2831, 15.0431, -0.0065, 0.0011, -0.0011
O, 4.3561, -4.7765, 14.2211, 0.0401, 0.0671, -0.0392
O, 2.8188, 14.0451, 20.1072, -0.0076, -0.0027, -0.0011
O, 1.8486, 5.9968, 14.6114, 0.0159, -0.0041, -0.0026
O, -1.7694, 14.8323, 13.8654, -0.0009, 0.0035, -0.0008
O, -2.8754, 1.5397, 16.0465, -0.0059, -0.0044, 0.001
O, -1.0803, 4.7869, 10.4556, -0.0066, 0.0016, 0.0039
O, 10.4747, -4.4771, 19.0291, 0.0145, -0.0063, -0.0085
O, 8.3106, 7.368, 15.9835, -0.0047, 0.0169, -0.0569
O, -3.1855, 1.7282, 13.3357, -0.0091, -0.0082, 0.0077
O, 3.4367, 12.1685, 14.2917, 0.0059, -0.0195, 0.0036
O, 1.3577, 9.903, 21.48, -0.0011, -0.0095, 0.0032
O, 8.195, 7.1284, 13.1518, -0.0315, 0.0243, 0.014
O, 8.269, 2.2121, 20.3302, 0.0056, -0.0017, -0.0014
O, 10.2881, 8.9804, 19.9331, 0.0124, -0.0119, -0.0008
O, 4.0454, 1.2447, 21.5599, -0.0011, -0.0014, 0.0013
O, -3.7434, 8.901, 11.3834, -0.0047, 0.0327, -0.0475
O, 6.8406, 4.1324, 21.5148, 0.0049, -0.001, 0.0043
O, 8.2831, 7.8608, 18.7565, -0.0054, -0.0001, -0.0186
O, 12.1801, 10.4753, 18.9156, 0.004, 0.0214, 0.0003
O, 6.5593, 6.3103, 17.516, 0.01, 0.0163, -0.0149
O, -2.7132, 4.4866, 16.3783, 0.0061, 0.0052, -0.0079
O, 9.6549, 2.194, 11.6956, -0.0021, -0.0047, -0.0016
O, 10.7694, 10.7053, 13.6084, -0.0286, -0.0156, 0.0238
O, 5.9328, 2.7111, 14.8382, 0.0019, -0.0092, -0.0013
O, 6.4644, 10.919, 14.837, 0, -0.04, -0.0043
O, -0.5206, 16.5122, 15.4676, 0.001, 0.002, -0.0033
O, -2.1831, -1.5439, 14.459, -0.0426, -0.0245, -0.0002
O, 4.0125, 1.8865, 11.7653, 0.0169, -0.0149, -0.014
O, -7.3559, 11.7473, 19.0276, -0.0042, -0.004, -0.0041
O, 2.7966, 7.9429, 11.1066, -0.0064, -0.0627, 0.0839
O, 5.7967, 6.8535, 12.2124, 0.0574, 0.0703, 0.0435
O, 2.0751, -3.8075, 19.5565, -0.2359, -0.278, 0.0861
O, 6.22, 8.2658, 14.5357, -0.0022, 0.0129, 0.0008
O, 9.1884, 6.9704, 21.2903, 0.004, 0.0005, -0.0007
O, 1.4828, 12.68, 12.7246, -0.0389, -0.0268, 0.0002
O, -0.0579, 8.228, 22.915, 0.0008, -0.0005, -0.0015
O, 6.5658, 9.0276, 16.9842, -0.0165, 0.0291, -0.0505
O, -3.4259, 4.2893, 18.9883, 0.0011, 0.0045, -0.0121
O, 2.2863, 0.1899, 16.6297, 0.0137, 0.0016, -0.0081
O, -0.0458, 3.0652, 19.968, 0.0073, 0.0024, -0.0018
O, 1.4502, 4.7433, 18.5323, 0.0005, 0.0187, 0.0131
O, 3.9256, 10.2762, 10.8815, 0.081, 0.0684, -0.0404
O, 5.395, 2.7654, 23.2858, -0.0025, -0.0057, 0.0063
O, 3.6645, 4.1219, 15.7059, -0.0011, 0.006, -0.0095
O, 5.5536, 13.4821, 19.8086, -0.0005, -0.0047, 0.0013
O, -3.2468, 3.9248, 11.6694, -0.0016, 0.0032, -0.0028
O, 4.1113, 8.7268, 13.1714, 0.0265, -0.015, 0.0297
O, 6.1989, 0.5038, 11.0411, 0.0288, -0.0617, -0.0322
O, 9.5964, 1.4597, 18.1817, -0.0002, -0.0027, -0.019
O, -0.6288, 13.7569, 15.9861, -0.0005, 0, 0.0006
O, 4.4287, 1.6641, 16.624, 0.0064, 0.0039, -0.0011
O, 1.478, 13.0669, 18.0877, 0.0003, 0.0031, 0.0014
O, 5.735, -7.0615, 17.204, -0.0056, -0.0053, -0.0101
O, 1.0487, 6.5058, 10.0887, -0.0251, -0.0071, 0.0033
O, 1.2278, 6.9162, 17.0158, 0.0069, -0.0015, 0.0149
O, 1.9871, 10.0256, 12.6023, -0.0015, 0.025, 0.0674
O, 7.782, 6.3692, 10.5655, -0.0188, 0.0306, 0.0253
O, 11.1915, 0.2771, 10.9481, -0.071, 0.033, -0.0206
O, 10.3321, 11.5083, 20.5739, 0.0043, -0.0005, 0.0001
O, 3.0111, 3.8519, 13.2799, 0.0114, 0.0316, 0.0197
H, 2.6655, -3.128, 19.2241, 0.2056, 0.2636, -0.129

Results
free energy: -133981.933 eV
free energy less fixed offsets of H -15.97, O -568.88, Si -635.61 eV per atom: -4.003 eV

The program warned: the cutoff lies below the one the program advises for these potential files; the forces do not sum to zero within the program's tolerance; the exchange-correlation potential is rough where the density is thin.
